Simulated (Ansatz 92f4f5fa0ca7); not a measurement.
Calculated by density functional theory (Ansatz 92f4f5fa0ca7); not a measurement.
Periodic cell of 212 atoms, Si132O80, from a study of silicon, its oxide and their interface. The atomic structure is a simulated model.
Doubt: the cutoff is far below the 930 eV that the study's wrapper takes by default for these files, so forces and energies are approximate.

Settings
functional: PBE
potential files: Ansatz PAW
basis: plane waves
wave-function cutoff: 580 eV
density cutoff ratio: 5
exchange-correlation grid ratio: 1
k mesh: 1 x 1 x 1, Gamma-centred
self-consistency stop: 5e-08 eV per atom in the density residual
occupations: fixed
spin: none
net charge: 0

Cell vectors (angstrom)
a 10.938 0 0
b 0 10.938 0
c 0 0 31.7477

Atoms: element, x, y, z (angstrom)
Si -0.3817 0.3772 24.3555
Si 6.1837 -0.5356 24.3347
Si 2.1365 3.3434 24.4101
Si 8.6317 2.111 24.3271
Si 0.4859 5.1226 24.2484
Si 4.7635 6.1504 24.3289
Si 3.0431 7.9566 24.4697
Si 7.7721 8.5626 24.3221
Si 1.2878 1.479 25.6262
Si 6.9355 1.2591 25.7202
Si 4.04 4.2001 25.5294
Si 9.5667 4.0788 25.3972
Si 1.3754 6.815 25.6606
Si 6.7128 6.865 25.5499
Si 4.2169 9.6545 25.5594
Si 9.5332 9.562 25.5768
Si 2.7354 0.0494 26.9005
Si 8.2566 -0.0703 27.069
Si -0.0757 2.804 26.9854
Si 5.4594 2.7524 26.89
Si 2.7357 5.4681 27.0292
Si 8.1742 5.4554 26.8435
Si -0.0189 8.2081 26.9378
Si 5.4575 8.2381 27.0033
Si 4.1018 1.3673 28.3295
Si 9.5708 1.3673 28.3295
Si 1.3673 4.1018 28.3295
Si 6.8362 4.1018 28.3295
Si 4.1018 6.8362 28.3295
Si 9.5708 6.8362 28.3295
Si 1.3673 9.5708 28.3295
Si 6.8362 9.5708 28.3295
Si 0 0 29.6967
Si 5.469 0 29.6967
Si 2.7345 2.7345 29.6967
Si 8.2035 2.7345 29.6967
Si 0 5.469 29.6967
Si 5.469 5.469 29.6967
Si 2.7345 8.2035 29.6967
Si 8.2035 8.2035 29.6967
Si 1.3673 1.3673 31.064
Si 6.8362 1.3673 31.064
Si 4.1018 4.1018 31.064
Si 9.5708 4.1018 31.064
Si 1.3673 6.8362 31.064
Si 6.8362 6.8362 31.064
Si 4.1018 9.5708 31.064
Si 9.5708 9.5708 31.064
Si 2.7345 0 0.6835
Si 8.2035 0 0.6835
Si 0 2.7345 0.6835
Si 5.469 2.7345 0.6835
Si 2.7345 5.469 0.6835
Si 8.2035 5.469 0.6835
Si 0 8.2035 0.6835
Si 5.469 8.2035 0.6835
Si 4.1018 1.3673 2.0507
Si 9.5708 1.3673 2.0507
Si 1.3673 4.1018 2.0507
Si 6.8362 4.1018 2.0507
Si 4.1018 6.8362 2.0507
Si 9.5708 6.8362 2.0507
Si 1.3673 9.5708 2.0507
Si 6.8362 9.5708 2.0507
Si 0 0 3.418
Si 5.469 0 3.418
Si 2.7345 2.7345 3.418
Si 8.2035 2.7345 3.418
Si 0 5.469 3.418
Si 5.469 5.469 3.418
Si 2.7345 8.2035 3.418
Si 8.2035 8.2035 3.418
Si 1.41 1.3287 4.7532
Si 6.7953 1.348 4.8202
Si 4.1119 4.106 4.7292
Si 9.5669 4.1034 4.7913
Si 1.4035 6.8639 4.879
Si 6.8476 6.8028 4.7207
Si 4.0956 9.5654 4.9378
Si 9.6384 9.5165 4.6892
Si 2.6415 0.0507 6.367
Si 8.2649 -0.0919 5.9903
Si 0.0446 2.7217 6.0545
Si 5.3035 2.6733 6.163
Si 2.8921 5.5073 6.1848
Si 8.1566 5.4486 6.133
Si -0.0187 8.2553 6.2411
Si 5.547 8.0628 6.2062
Si 3.4093 2.0016 7.5656
Si 9.9514 0.9594 7.2183
Si 1.7416 3.811 7.2768
Si 6.4555 4.3017 7.344
Si 4.7638 6.2392 7.5749
Si 9.2202 7.1138 7.43
Si 0.6989 10.1671 7.5344
Si 7.4144 9.0559 7.2627
O 0.7477 9.9849 9.2176
O 1.2014 4.6396 8.6221
O 5.0865 -0.9445 10.546
O 6.8267 9.995 8.5152
O 3.6031 1.8201 9.2292
O 4.6205 6.7841 9.2141
O 6.8317 5.578 9.5395
O 9.939 6.3102 8.7296
O 2.441 2.9553 22.8088
O 6.3017 10.888 22.7061
O 7.687 2.3029 22.9377
O 0.3579 5.6552 22.6719
O 2.3298 8.6595 23.1072
O 8.1811 8.0714 22.7834
O 4.9344 5.8992 22.7107
O 11.3155 10.6042 23.0219
Si 0.3373 3.7999 14.9157
Si 6.8628 11.3851 14.0642
Si 3.9439 2.3988 10.7203
Si 3.3985 1.7462 22.2972
Si 1.8862 10.1348 22.5637
Si 4.7277 10.5807 12.0278
Si 13.3781 11.2486 19.8706
Si 6.3562 13.54 17.0585
Si 9.7136 3.5066 19.6818
Si 2.768 17.629 19.4126
Si -1.4777 13.4105 16.9053
Si 1.6118 8.7262 15.6729
Si 1.1149 6.4707 12.1758
Si 10.4683 11.6724 19.0265
Si 9.576 6.2549 13.9857
Si 5.4173 14.2932 14.4221
Si 11.0334 5.9435 21.0806
Si 6.402 12.4655 22.2582
Si -0.977 2.2281 9.9988
Si 5.3898 5.8058 21.1651
Si 5.925 6.7332 10.2372
Si 6.956 16.2547 12.5905
Si 2.5521 14.7693 12.9554
Si 11.4628 10.8235 10.6149
Si 8.7688 11.2796 11.8078
Si 13.1047 9.2557 12.625
Si 6.7287 3.3084 20.0459
Si 8.5914 9.3455 18.8563
Si 8.1594 7.499 21.2545
Si 6.6731 4.0287 10.122
Si 6.6036 -1.2754 10.0767
Si 6.3255 10.5566 17.0264
Si -0.0779 5.1775 9.4739
Si -0.9027 7.6576 16.6794
Si 1.4845 5.95 16.8225
Si 3.6296 9.4179 17.8328
O 8.3668 11.3924 13.3908
O 7.6129 -0.3889 10.9525
O 10.1121 10.413 11.4595
O 2.4372 5.6956 18.1324
O 9.6239 6.7949 20.9571
O 4.9338 2.1423 22.6955
O 9.7246 3.6325 18.0412
O -4.0168 10.5972 15.4962
O 3.123 8.1316 18.7076
O 0.4833 12.4443 10.2902
O 6.8252 17.5129 21.0064
O 6.1735 1.9364 14.0915
O 1.4252 6.677 20.3989
O 3.5536 10.6896 18.8431
O 9.2605 18.0565 15.3391
O 6.8484 -2.8721 10.2649
O 14.0765 12.4814 20.6956
O 13.6643 14.1743 11.4366
O -0.9509 3.8369 9.8294
O 5.9606 -0.4328 13.0634
O 10.8202 17.8492 13.1618
O 4.1314 6.2932 20.2286
O -3.0485 13.4439 16.4537
O 2.0576 7.14 15.8264
O 5.7949 6.2329 11.8118
O 4.2577 1.1766 11.7598
O 6.585 1.7821 20.6487
O 8.2193 17.1595 13.0829
O 1.1538 11.6967 18.9887
O -0.0021 17.3829 17.3232
O 7.4871 4.1507 11.5428
O 5.3936 14.3894 16.0527
O 2.9802 11.2755 23.0648
O 10.8172 4.5092 20.3171
O 8.9947 8.1587 17.808
O 7.942 8.7073 20.1917
O 12.8394 18.7912 11.8447
O 6.3743 3.3729 18.4729
O 1.3392 15.5156 15.959
O 2.1898 16.3689 12.8506
O 7.508 10.2919 18.1065
O 5.6608 4.2455 20.8153
O 2.652 9.6301 16.5384
O -5.2116 12.053 17.2831
O 9.3573 1.472 8.6838
O 11.0378 8.8898 16.2802
O 10.471 13.5417 15.6496
O 3.9106 14.4483 13.8139
O -0.9173 1.9337 20.0621
O 7.0519 3.3318 8.6712
O 9.8473 11.9729 17.5536
O -1.059 10.2057 19.4019
O 1.2619 14.0989 13.7252
O 12.8827 10.1007 20.9337
O 10.0713 15.6865 14.3541
O 1.5531 9.2293 14.1303
O 0.4898 5.8317 10.8346
O 8.2412 3.8842 20.268
O 3.7431 9.5396 12.7733
O -5.7707 9.4132 17.2559
O 5.2122 3.4349 10.583
O 1.7022 10.4982 11.6752
O 6.2959 4.6152 13.8891
O 8.9731 1.8672 11.2502

Results
free energy: -129409.078 eV
free energy less fixed offsets of O -568.88, Si -635.61 eV per atom: 1.842 eV

Forces (eV/angstrom), in the order of the atoms: element, x, y, z
Si 0.005 -0.0049 0.0002
Si 0.0028 -0.0041 0.0062
Si -0.0013 0.0035 0.0049
Si -0.0048 0.0055 0.0003
Si 0.0007 -0.0021 -0.0013
Si -0.0081 0.004 0.004
Si 0.0052 -0.0023 0.0017
Si 0.0001 0.0063 -0.0007
Si 0.0005 -0.0044 0.0002
Si -0.0036 0.0023 0.002
Si 0.0039 -0.003 0.0016
Si -0.0032 0.0002 0.0017
Si 0.0007 -0.0005 0.0037
Si 0 -0.0036 0.0021
Si -0.0038 0.0029 -0.0004
Si -0.0021 -0.002 0.0025
Si 0.0017 0.0005 0.0001
Si 0.001 0.0019 0.0008
Si 0.0003 -0.0001 0.0008
Si -0.0013 0.001 0.0008
Si 0.0008 -0.0012 -0.0009
Si 0.0021 -0.0005 -0.0004
Si -0.001 0.0002 0
Si -0.0007 0.0013 -0.0012
Si -0.0158 0.2216 -0.3899
Si 0.0716 0.1694 0.48
Si -0.2283 0.0212 0.3622
Si 0.0355 -0.021 -0.5796
Si 0.0161 0.1877 0.3845
Si -0.271 -0.1842 -0.5411
Si 0.1383 0.1187 -0.4758
Si -0.0162 -0.2687 0.7337
Si 0.0868 0.181 0.0164
Si 0.1175 -0.0405 -0.0101
Si -0.0824 -0.0133 0.005
Si -0.0064 -0.1294 0.012
Si 0.0731 -0.073 0.0107
Si 0.0237 0.0922 -0.0029
Si 0.0618 -0.0447 0.0232
Si -0.1795 -0.0386 0.0514
Si 0.0583 -0.0773 0.0252
Si -0.0584 0.0681 -0.0225
Si -0.004 -0.0066 -0.0097
Si -0.0487 0.0475 -0.0383
Si -0.0784 0.0558 -0.0174
Si 0.0751 -0.0338 0.0286
Si -0.0424 0.0745 -0.027
Si 0.0253 -0.0587 -0.02
Si 0.0199 -0.0379 0.02
Si -0.031 0.0275 -0.003
Si -0.0379 0.0527 -0.0118
Si 0.07 -0.0663 0.0273
Si -0.0208 0.0333 0.001
Si 0.0374 -0.089 0.022
Si 0.0565 -0.024 0.0326
Si -0.0071 0.003 -0.0148
Si -0.0487 0.038 -0.0257
Si 0 -0.06 0.0358
Si 0.0004 -0.0671 0.01
Si -0.0504 0.0496 -0.0625
Si 0.0577 -0.0224 0.0308
Si -0.0594 0.0636 -0.0605
Si 0.0149 0.1408 -0.0596
Si 0.0002 -0.0731 0.0153
Si 0.4233 -0.0606 -0.5618
Si -0.2941 -0.2501 0.5013
Si 0.0223 -0.0225 -0.3405
Si -0.2833 -0.0576 0.3213
Si 0.2067 0.25 0.4907
Si 0.1127 -0.1701 -0.621
Si 0.0497 0.2612 0.6844
Si 0.0609 -0.22 -0.5238
Si 0.0001 0.0101 0.0154
Si 0.0131 0.0181 0.001
Si -0.0126 0.0304 0.0063
Si -0.0064 0.0193 0.0019
Si -0.0013 -0.0022 -0.0011
Si 0.0085 0.0198 0.0004
Si 0.005 -0.0039 0.0022
Si -0.0001 -0.0071 0.0002
Si 0.0019 -0.0003 0.0159
Si -0.0038 0.0156 -0.0061
Si -0.0042 0.0095 -0.0051
Si -0.0061 -0.0275 0.067
Si 0.0091 0.0057 0.0006
Si -0.0713 -0.0395 -0.0065
Si -0.0065 -0.0035 -0.0024
Si -0.0062 0.0117 -0.0044
Si 0.0399 0.0197 0.0455
Si 0.0289 -0.006 -0.0391
Si 0.0186 -0.0219 -0.0113
Si 0.159 0.066 0.2401
Si -0.0026 0.0035 -0.1093
Si -0.0086 -0.0293 -0.0058
Si -0.0152 0.013 -0.0197
Si 0.0162 -0.0101 -0.032
O 0.0004 0.0039 0.028
O 0.0041 0.0078 0.0081
O 0.0103 -0.0384 -0.0348
O -0.0159 -0.0469 0.0993
O 0.0109 0.0406 -0.0052
O 0.0967 -0.0411 0.0691
O 0.0097 -0.2004 0.1947
O -0.005 -0.0157 0.0187
O 0.0025 -0.003 -0.0064
O -0.0003 0.0002 -0.0039
O -0.0006 -0.0002 -0.0054
O 0.0001 -0.001 0.0008
O 0 0.0045 -0.0036
O -0.0012 -0.001 -0.0047
O -0.0008 -0.0004 0.0008
O 0.0042 0.0022 -0.0019
Si 0.0011 -0.0001 0.0192
Si 0.0099 -0.0033 0.0037
Si 0.0719 0.0245 -0.0956
Si -0.0057 0.0043 0.0111
Si -0.0065 -0.0025 0.0149
Si 0.0271 0.0215 0.0159
Si -0.0023 0.002 0.006
Si 0.0069 -0.0003 0.023
Si -0.0057 -0.0021 0.0157
Si 0.001 0.0007 0.0099
Si 0.0015 -0.0038 0.0163
Si -0.0022 0.0026 0.0138
Si 0.0044 0.013 -0.0207
Si 0.0043 -0.0028 0.0119
Si 0.0171 -0.0119 0.035
Si -0.0078 -0.0249 0.0282
Si -0.0019 -0.0001 0.0103
Si 0.0073 -0.0046 0.014
Si -0.0299 -0.0771 -0.0069
Si 0.0046 0.0035 0.0117
Si -0.1001 0.2553 0.0955
Si -0.0123 0.0257 0.086
Si 0 -0.0076 0.0026
Si 0.0081 -0.0065 -0.0175
Si -0.0538 -0.0459 -0.0688
Si -0.0008 0.0159 -0.0102
Si 0.006 0.0064 0.0082
Si 0.0008 0.0046 0.0075
Si -0.0019 -0.0012 0.0125
Si 0.0689 -0.4232 -0.446
Si 0.1023 0.0759 -0.0053
Si -0.0032 -0.0027 0.0148
Si 0.0054 0.0276 -0.0276
Si 0.0012 0.006 0.0167
Si -0.0024 0.004 0.0162
Si -0.0012 0.0003 0.015
O -0.0128 -0.0111 -0.0173
O -0.0292 0.0007 -0.0515
O -0.0419 0.0284 0.0027
O -0.0045 0.0002 -0.0085
O -0.0006 0.0009 -0.0031
O 0.0004 0.0031 -0.0064
O -0.001 -0.0029 -0.0125
O 0.0022 0.0009 -0.0148
O -0.0002 0.0027 -0.0059
O -0.0201 -0.0068 0.003
O -0.0005 0.0032 -0.0027
O -0.0029 0.0089 0.0005
O 0.0007 -0.0007 -0.0025
O 0.0007 -0.0021 -0.0064
O -0.0065 -0.012 -0.0203
O -0.0686 -0.057 0.0309
O 0.0025 0.0005 -0.0017
O 0.0892 0.004 0.0267
O -0.0277 0.007 0.0202
O -0.0058 -0.0122 -0.0202
O -0.0036 0.0049 -0.0046
O -0.0025 0.0034 -0.0048
O 0.0024 -0.0004 -0.0058
O 0.0004 -0.004 -0.0067
O 0.0471 -0.0287 -0.0537
O -0.0045 0.1053 0.0069
O -0.0031 -0.0027 -0.0002
O -0.0243 -0.009 -0.0133
O -0.0031 0.0002 -0.0057
O 0.0025 -0.0051 -0.0096
O -0.0757 0.0067 -0.0833
O -0.0083 0.0095 -0.0195
O 0.0027 0.0015 -0.0063
O 0.003 0.0022 -0.0034
O -0.002 0.0029 -0.002
O 0.0032 0.0022 -0.0062
O -0.0058 0.0027 0.0155
O -0.0003 -0.0028 -0.0114
O -0.0029 -0.0025 -0.0099
O 0.0039 0.0055 -0.0023
O 0.0022 -0.0071 -0.0031
O 0.0012 -0.0109 -0.0064
O -0.0049 -0.0028 -0.0069
O -0.0027 0.0014 -0.0052
O 0.0175 0.0254 0.0479
O 0.0048 -0.0045 -0.0071
O -0.0001 0.0029 -0.0073
O -0.0057 -0.01 -0.0137
O -0.0017 0.0004 -0.0025
O -0.2661 0.2811 0.2303
O -0.0053 0.011 -0.0112
O -0.003 0.0016 -0.0048
O 0.0133 -0.0015 -0.0015
O -0.0004 -0.0011 -0.0017
O -0.0127 0.0218 -0.0095
O 0.0098 0.0006 -0.0208
O -0.0082 0.0019 0.0156
O -0.0015 0.0003 -0.005
O -0.0352 -0.0097 0.0195
O 0.0021 0.0004 -0.0067
O 0.0322 0.0391 -0.0943
O -0.0425 -0.0283 0.0029
O 0.0206 0.0219 -0.0652
O 0.0485 -0.0065 -0.0134

The program warned: the cutoff lies below the one the program advises for these potential files; the exchange-correlation potential is rough where the density is thin.
